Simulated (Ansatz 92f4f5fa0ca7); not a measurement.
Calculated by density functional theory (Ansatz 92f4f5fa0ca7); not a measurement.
Periodic cell of 177 atoms, Si107O70, from a study of silicon, its oxide and their interface. The atomic structure is a simulated model.

Settings
functional: r2SCAN
potential files: Ansatz norm-conserving
basis: plane waves
wave-function cutoff: 1300 eV
density cutoff ratio: 4
exchange-correlation grid ratio: 1
k mesh: 2 x 2 x 1, shifted by 0.5 0.5 0.5 of a step
self-consistency stop: 5e-08 eV per atom in the density residual
occupations: Fermi-Dirac, 0.05 eV
spin: none
net charge: 0

Cell vectors (angstrom)
a	11.54	0	0
b	0	11.54	0
c	0	0	22.6121

Atoms and the computed forces on them: element, x, y, z (angstrom), force x, y, z (eV/angstrom)
Si	-0.5814	-0.2984	-0.3814	0.181	0.1042	-0.3467
Si	-2.5819	4.6413	1.0056	-0.2797	-0.0394	0.0641
Si	-2.6142	6.5776	-0.3527	-0.1642	0.4949	0.3391
Si	4.0319	1.4791	-0.7219	0.5611	0.5502	-0.0551
Si	2.709	4.2888	-0.3896	0.1467	-0.1862	-0.3466
Si	3.4806	8.945	-0.5988	-0.0003	-0.3616	0.1075
Si	6.3869	1.8574	-0.613	-0.0096	-0.3081	0.1533
Si	5.5242	5.5168	0.4424	-0.5611	-0.2079	-0.4776
Si	6.7077	7.3116	-0.7665	0.0648	0.0316	0.0547
Si	2.0042	0.2362	1.3012	0.178	0.5019	0.0871
Si	1.427	3.9244	1.4907	-0.4563	-0.2069	0.0075
Si	1.4096	7.8616	1.652	0.573	0.0869	-0.5664
Si	6.6423	-0.1235	0.6131	0.1655	0.4363	-0.4647
Si	6.7114	3.5662	0.934	0.2852	-0.1658	-0.1139
Si	5.6633	9.2607	0.2943	0.0326	0.4657	0.1799
Si	9.6696	-0.3599	1.4721	-0.9126	-0.0442	0.4478
Si	10.7537	3.2554	0.6483	0.2332	-0.0398	0.0461
Si	10.5255	7.7155	1.7445	-0.3895	0.3804	0.0035
Si	1.9057	2.0155	2.8013	-0.0395	-0.0088	0.0183
Si	1.782	5.8437	2.805	0.0735	-0.1344	0.1705
Si	1.9261	9.7921	2.7993	0.0809	0.3885	0.0552
Si	6.0041	2.0538	2.7354	-0.088	-0.5953	0.0518
Si	5.659	5.9513	2.7914	0.0473	0.7725	0.3552
Si	5.7718	9.2191	2.713	-0.0742	-0.4479	0.3901
Si	9.8791	1.7817	2.5104	-0.0221	-0.1382	-0.1548
Si	9.6217	5.8383	2.9098	-0.0424	-0.0301	-0.2396
Si	9.7727	9.5105	3.0179	0.1769	-0.1016	0.1011
Si	0.0265	1.8568	4.167	0.0405	0.0722	-0.0308
Si	-0.032	5.7212	4.2864	0.1126	0.0034	0.0968
Si	0.1221	9.7297	4.3132	-0.1822	-0.01	0.0675
Si	3.9171	1.9691	4.0358	-0.0957	-0.1061	-0.068
Si	3.7197	5.6766	4.1591	-0.0301	-0.152	-0.0731
Si	3.8759	9.6772	4.1124	0.011	0.0004	-0.097
Si	7.9326	1.9927	4.0522	0.3286	-0.0717	-0.07
Si	7.6597	5.7179	4.1829	0.0313	0.2435	-0.2013
Si	7.7184	9.5638	4.1366	-0.1446	0.0626	-0.1452
Si	0.0404	0.0581	5.6661	0.0916	0.0195	0.1298
Si	-0.0376	3.7421	5.564	0.1331	-0.0291	-0.0859
Si	0.0231	7.7263	5.5605	0.0847	0.0504	0.0361
Si	3.909	0.0402	5.495	-0.023	-0.0746	0.0818
Si	3.6684	3.7459	5.5305	0.1188	0.1553	-0.2015
Si	3.8218	7.6824	5.4578	0.2572	-0.1783	-0.0315
Si	7.7926	0.0333	5.427	0.0145	-0.0908	-0.0971
Si	7.8525	3.8057	5.564	-0.2455	0.067	0.0064
Si	7.6944	7.6449	5.5223	-0.4254	-0.1443	-0.0292
Si	1.9896	-0.0557	6.9793	0.0326	-0.0227	-0.0742
Si	1.7617	3.6671	7.0467	0.0453	-0.3344	-0.0205
Si	1.9607	7.6222	6.8886	-0.0242	0.1317	-0.1471
Si	5.8799	-0.1115	6.8296	0.1123	-0.0665	0.0479
Si	5.7047	3.6196	6.6295	0.1684	0.1221	0.0761
Si	5.7582	7.5378	6.8715	0.004	-0.0182	-0.0307
Si	9.6147	0.1213	6.9471	-0.0225	0.0439	-0.0741
Si	9.7567	3.8719	7.087	-0.1527	0.1342	-0.1138
Si	9.6044	7.7656	6.8626	0.0286	0.1562	-0.1344
Si	1.763	1.7109	8.5214	0.0574	0.1469	0.0134
Si	1.8399	5.7092	8.223	0.1638	0.1796	0.3897
Si	2.0525	9.4967	8.3116	0.1667	-0.0466	0.1308
Si	5.7092	1.8246	8.1456	-0.2158	0.1761	-0.1034
Si	5.5509	5.4415	8.03	0.318	-0.2613	-0.1649
Si	5.9644	9.4417	8.2332	-0.0071	0.1458	-0.0144
Si	9.5521	1.9607	8.4927	0.0702	-0.1388	-0.1128
Si	9.801	5.9457	8.3239	-0.3537	0.0155	-0.1497
Si	9.6642	9.7146	8.2123	0.0797	-0.0825	-0.2471
Si	-0.0046	-0.678	11.1327	0.2318	-0.2287	0.0132
Si	-0.3326	6.8647	10.0074	0.4341	0.1706	0.0783
Si	0.0184	9.2118	9.4954	0.0148	-0.1218	0.2198
Si	3.8571	1.5144	9.6279	0.2663	-0.258	0.5835
Si	3.7119	5.2707	9.4007	0.2167	0.7263	-0.5052
Si	4.1195	9.5206	9.6082	-0.0713	-0.1428	0.0794
Si	7.4786	2.4991	9.5278	-0.0609	-0.3627	0.7775
Si	7.1428	4.9097	9.603	-0.3352	0.252	-0.1666
Si	7.8588	9.8974	9.6774	0.1381	-0.2611	0.6227
Si	-0.1973	1.4673	10.0253	0.1268	-0.1129	-0.0481
Si	-0.0429	3.0867	11.8014	0.1108	0.1576	-0.4573
Si	-1.7397	5.5804	12.3954	-0.0643	0.3334	0.2033
Si	4.5059	-0.2605	11.0504	0.1803	0.2752	-0.5022
Si	2.9886	3.8785	11.0655	0.1001	-0.828	0.6681
Si	4.0111	6.4768	14.9699	0.0044	-0.1446	0.1237
Si	3.7125	0.9364	17.6362	0.376	0.1937	0.0508
Si	6.7731	5.9915	11.6014	-0.4863	0.0562	0.3379
Si	6.9535	11.6043	11.157	-0.323	0.2394	0.322
Si	2.9544	-2.6724	13.7744	0.2114	-0.5507	0.0294
Si	5.8144	16.0548	14.0892	-0.1616	-0.1927	-0.0901
Si	12.3548	9.9101	18.2823	0.3412	0.3036	-0.1616
Si	6.8727	1.0442	17.4575	0.0897	0.1769	0.0128
Si	3.2617	4.2956	13.2676	0.3749	0.3706	0.8729
Si	13.2834	0.6667	15.1295	-0.0222	0.0614	0.0391
Si	11.9473	-2.1735	15.2533	0.0889	0.0235	-0.0825
Si	10.5893	-2.0187	19.637	-0.1663	-0.0168	0.1167
Si	15.9522	7.8304	11.1652	0.1361	0.0764	-0.36
Si	2.8611	-0.5302	12.7526	-0.3354	0.23	0.1467
Si	1.4461	1.1851	19.2488	-0.2616	0.2543	-0.146
Si	9.9822	5.3624	14.7565	-0.0675	-0.2699	0.2932
Si	3.1466	0.052	20.3462	0.0043	-0.0226	-0.2295
Si	7.7135	3.5819	16.0365	-0.3049	-0.264	-0.0992
Si	9.7448	-2.9804	15.1562	0.4065	0.2857	0.0782
Si	12.6098	5.5675	19.7872	0.1418	-0.0432	-0.2687
Si	14.7211	5.5602	17.769	0.2492	-0.1376	-0.0862
Si	-1.0301	2.3299	20.9549	-0.0806	0.3401	-0.0646
Si	8.8593	9.8941	12.4236	-0.0502	0.1434	-0.2133
Si	-4.0507	14.1345	20.089	-0.1737	-0.1939	0.0306
Si	8.2024	-1.7841	17.7867	-0.3724	0.1127	0.0799
Si	2.733	7.9486	19.4371	0.2919	-0.33	-0.0748
Si	5.9513	16.2915	18.4238	-0.1345	-0.0633	-0.0557
Si	7.1449	7.2451	19.4046	-0.2847	-0.0346	-0.4664
Si	12.0664	3.1846	14.1484	0.4159	0.0573	0.8339
Si	9.7906	6.46	20.1306	-0.008	-0.3703	-0.5722
O	-3.3432	-0.5769	0.7145	0.2774	0.0319	0.4465
O	0.9056	0.2672	0.0544	-0.0246	-0.2902	0.0762
O	2.3167	8.1474	0.2528	-0.0342	0.0246	-0.048
O	5.6001	7.5915	2.759	0.1462	-0.1792	0.4538
O	3.8	8.0677	-1.9525	-0.4199	0.1422	0.0288
O	-4.2784	8.6416	-4.0698	0.3309	-0.1034	0.1321
O	3.3225	2.9238	-1.0137	-0.1646	-0.107	0.1951
O	-4.7842	4.3067	-5.504	0.0717	-0.0204	-0.0021
O	3.9721	-0.1189	-3.7298	-0.1363	-0.1437	0.2245
O	3.9442	5.3157	-0.0994	0.4603	0.117	0.2017
O	3.4536	0.7666	0.6659	-0.046	-0.2019	-0.037
O	6.0186	6.3434	-3.934	0.0976	-0.1193	0.0492
O	11.8071	2.159	-2.7141	-0.2657	-0.0281	0.0938
O	1.404	-4.3878	-2.6839	0.1108	-0.0327	-0.0327
O	11.0217	-1.4819	-1.4872	-0.0465	0.0579	-0.1149
O	12.2824	-0.603	-7.6144	0.1618	-0.1526	0.1538
O	2.9146	10.3431	-1.2169	-0.09	-0.3296	-0.3066
O	13.216	4.8401	-1.5182	0.044	0.1648	-0.141
O	1.4268	-0.7403	11.94	0.0059	0.2647	-0.0782
O	-1.235	-0.8954	12.1998	-0.2613	-0.1288	0.044
O	8.3914	5.8544	9.1392	0.3527	0.0667	0.2261
O	2.0471	3.6666	14.0755	-0.2786	-0.0695	-0.3167
O	-0.1985	4.4631	14.8729	-0.0502	-0.0694	-0.1395
O	5.9454	7.4381	11.6736	-0.032	-0.2852	-0.0986
O	8.4629	-2.4946	11.0584	-0.2084	0.3111	-0.0012
O	3.859	-4.9805	10.3946	-0.1323	-0.5929	0.2345
O	5.975	4.9374	12.5409	0.1951	0.285	-0.0229
O	2.6275	1.9889	18.3472	-0.2961	-0.2957	-0.0043
O	12.9587	-3.0424	14.2836	0.2033	0.2697	0.1531
O	9.0353	16.0135	15.7996	0.2797	0.3506	-0.2469
O	9.9692	-4.6075	15.2579	-0.2515	-0.1638	0.1424
O	8.9425	-2.4111	16.4721	-0.0891	-0.2507	-0.0825
O	-1.3578	4.1108	11.7571	0.155	0.0167	-0.3818
O	1.3462	3.7207	11.132	-0.2526	-0.0559	0.0094
O	1.0714	17.6258	9.6745	-0.2147	-0.009	-0.397
O	12.2104	1.9006	15.1688	0.1616	0.0501	-0.0492
O	3.3219	-5.6394	13.6143	0.1218	-0.1856	0.0593
O	3.871	2.4773	10.9877	-0.6444	0.8367	-0.3752
O	8.2773	6.106	12.2001	0.156	0.1578	-0.1308
O	13.7901	9.3947	18.9006	-0.2982	-0.0134	-0.0244
O	10.7939	6.6531	11.598	-0.3679	-0.4383	-0.0881
O	7.6776	11.0439	12.5478	0.1963	-0.2289	-0.324
O	7.034	3.6023	14.5651	0.0209	0.2895	0.2094
O	1.7702	5.0381	18.4011	-0.0717	0.2235	0.3419
O	7.7927	2.0047	16.4804	-0.1534	0.1568	0.1127
O	16.0495	3.5638	14.061	-0.095	0.5128	-0.1984
O	10.2771	7.9588	19.7998	-0.1321	0.0036	0.0153
O	10.9907	5.4032	19.7423	0.0515	0.2204	0.1721
O	12.2607	-2.3777	16.8439	0.1656	0.1436	0.1888
O	18.8626	1.6702	11.0038	0.0446	-0.1177	-0.6446
O	5.2651	1.3307	17.1967	-0.3656	-0.1431	0.1645
O	18.8043	1.4337	18.9821	0.0592	0.1411	-0.2176
O	14.7148	5.7603	16.1695	0.1051	0.1366	0.0444
O	14.8923	8.2099	12.3273	0.0456	-0.0199	0.3053
O	-5.9925	5.8738	14.9974	-0.2071	-0.166	-0.3178
O	9.1061	2.9264	20.2636	0.1995	-0.1313	0.1006
O	7.2861	11.0205	17.2841	0.1881	-0.1678	0.1204
O	14.9911	7.0722	18.2974	-0.2666	0.076	0.2414
O	6.0688	12.0173	24.6809	0.0374	0.2563	-0.1708
O	2.8901	12.0159	16.2955	-0.2094	0.0539	0.0734
O	2.6295	0.7447	13.7579	-0.0553	-0.0286	-0.1919
O	6.5997	3.9128	19.6619	0.2174	-0.0533	0.0155
O	9.832	7.8608	22.8589	-0.1103	-0.856	0.1551
O	12.3222	0.0334	18.246	0.2095	-0.1245	-0.0334
O	8.4737	6.27	19.1725	0.1025	0.3419	0.3409
O	15.5004	-3.429	14.8832	-0.4251	-0.1421	-0.2841
O	10.0879	0.8477	21.4464	0.2901	-0.2788	-0.2662
O	20.8368	-1.2898	18.9022	0.1706	-0.247	0.1152
O	8.9767	9.012	13.7807	-0.2741	-0.1579	-0.1642
O	15.8901	4.5086	18.228	0.0444	0.2312	-0.0954

Results
free energy: -45080.076 eV
free energy less fixed offsets of O -463.61, Si -117.95 eV per atom: -6.726 eV
pressure: -1.13 GPa
stress xx, yy, zz, yz, xz, xy (GPa, positive in tension): 1.49, 0.38, 1.51, -1.31, -0.63, -0.32
